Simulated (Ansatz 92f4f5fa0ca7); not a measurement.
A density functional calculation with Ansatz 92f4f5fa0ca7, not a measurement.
Periodic cell of 273 atoms, Si166O106B1, from a study of silicon, its oxide and their interface. The atomic structure is a simulated model.

Settings: functional PBE; potential files Ansatz PAW; basis plane waves; wave-function cutoff 700 eV; density cutoff ratio 5; exchange-correlation grid ratio 1; k mesh 2 x 2 x 1, shifted by 0.5 0.5 0.5 of a step; self-consistency stop 5e-08 eV per atom in the density residual; occupations fixed; spin none; net charge -1 e, with a uniform compensating background and no finite-size correction.

Cell vectors (angstrom)
a	11.6015	0	0
b	0	13.3963	0
c	0	0	29.8085

Atoms and the computed forces on them: element, x, y, z (angstrom), force x, y, z (eV/angstrom)
Si	11.5582	0.1833	22.9163	-0.0269	-0.0031	-0.0522
Si	3.9261	0.1553	23.0267	0.0348	-0.0058	-0.0419
Si	7.6874	0.4189	23.1836	-0.0111	-0.01	-0.0667
Si	2.0643	3.4709	22.8997	0.0083	-0.072	-0.0203
Si	6.1072	3.5385	23.0621	0.0622	0.0376	-0.0823
Si	9.531	3.3947	23.0812	-0.0721	0.0161	-0.0701
Si	11.634	6.8455	23.0854	-0.0149	-0.0035	-0.0456
Si	3.9963	7.0253	23.1918	0.0325	0.0151	-0.0555
Si	7.7962	6.8813	23.2465	-0.0099	-0.0047	-0.0484
Si	2.039	10.2101	23.2645	-0.0138	0.0026	-0.0348
Si	5.8798	10.158	23.2996	-0.0263	-0.0366	-0.0524
Si	9.8279	10.1469	23.2457	0.0114	-0.0258	-0.0489
Si	11.6336	2.4038	23.7311	0.03	0.0349	-0.0153
Si	4.0374	2.4111	23.7298	-0.0186	0.0241	-0.0134
B	7.7833	2.4289	23.7285	-0.0329	-0.0399	0.0156
Si	2.0358	5.7324	23.7007	0.0183	0.0032	0.0354
Si	5.8618	5.7348	23.9545	0.0045	-0.0163	-0.0303
Si	9.7124	5.651	23.8658	-0.0056	-0.0005	-0.0038
Si	11.7257	9.0257	24.03	0.0293	0.0048	-0.0086
Si	3.9429	9.1404	24.1943	-0.0327	0.0007	-0.0319
Si	7.8481	9.0903	24.0197	0.0089	0.02	0.0215
Si	1.9266	12.4911	23.7839	0.0035	0.0069	0.0223
Si	5.8465	12.461	23.8951	0.0258	-0.0043	-0.0081
Si	9.6401	12.4767	23.7739	-0.0317	-0.0078	0.0089
Si	11.6418	2.2945	26.1361	0.0027	-0.0077	-0.0311
Si	3.9244	2.3029	26.1285	-0.0043	0.0063	-0.0377
Si	7.7569	2.3409	25.8631	-0.0075	0.0097	-0.0085
Si	1.9807	5.6329	26.1364	0.0106	0.0197	-0.031
Si	5.8297	5.6812	26.2987	0.0098	0.0132	-0.0164
Si	9.6932	5.6363	26.2339	-0.0093	0.0075	-0.0101
Si	11.6678	8.9703	26.3548	0.006	0.0269	0.0031
Si	3.8961	9.022	26.4908	-0.0171	0.0119	-0.0037
Si	7.7902	9.0081	26.3535	-0.0124	0.0178	-0.0117
Si	1.9376	12.3814	26.1849	0.0066	0.0094	-0.0277
Si	5.7972	12.351	26.2536	-0.0011	0.0121	-0.015
Si	9.6898	12.3671	26.1616	0.0128	0.0117	-0.0146
Si	1.9779	1.2012	26.9705	-0.003	0.0087	-0.0062
Si	5.8786	1.2224	26.9214	0.0377	-0.0086	0.0213
Si	9.6423	1.226	26.8878	-0.0383	-0.0018	0.0195
Si	11.6425	4.5122	26.9723	0.0067	0.0034	0.0099
Si	3.8956	4.509	26.9848	-0.0088	-0.0053	-0.0014
Si	7.7508	4.4705	26.9649	0.0081	0.006	-0.0044
Si	1.9706	7.812	27.1025	-0.0019	-0.0108	-0.0011
Si	5.8548	7.8869	27.144	0.0246	-0.0092	-0.0088
Si	9.7131	7.8455	27.0715	-0.0072	-0.0077	0.0019
Si	11.6146	11.2432	26.9966	0	-0.0031	-0.0012
Si	3.8588	11.2852	27.0926	-0.0041	0.0065	-0.0088
Si	7.7626	11.2601	27.0232	0.018	0.0004	0
Si	1.9487	1.1185	29.3545	0.006	-0.004	-0.0154
Si	5.8099	1.1384	29.3303	0.0037	0.0193	-0.029
Si	9.637	1.1423	29.3028	-0.0134	0.0054	-0.0265
Si	0.01	4.4554	29.3654	0.0034	0.0116	-0.0233
Si	3.8726	4.4485	29.3556	-0.0041	0.0181	-0.013
Si	7.7176	4.4469	29.353	0.005	0.0069	-0.0122
Si	1.9433	7.7809	29.4528	-0.0028	0.0233	-0.0065
Si	5.8311	7.8321	29.4917	0.0005	0.0138	-0.0195
Si	9.6817	7.7953	29.4178	-0.0059	0.0274	-0.0079
Si	0.0023	11.1773	29.3595	0.0058	0.0183	-0.0083
Si	3.8654	11.2089	29.4461	-0.0038	0.005	-0.015
Si	7.7551	11.1893	29.3803	-0.0018	0.0129	-0.0085
Si	-0.0241	0.0164	0.2982	-0.0053	0.0027	0.0104
Si	3.8843	0.0286	0.4121	0.0073	-0.0058	0.0151
Si	7.7161	0.0075	0.3581	0.0018	-0.0156	0.0235
Si	1.9462	3.3309	0.3442	0.0081	-0.0066	0.0106
Si	5.7887	3.3336	0.3932	0.0008	-0.0158	0.0285
Si	9.6479	3.3511	0.3418	-0.008	-0.0007	0.0171
Si	-0.0045	6.6686	0.3993	-0.0042	-0.0161	0.0076
Si	3.8905	6.6599	0.3784	0.0014	-0.0098	0.0049
Si	7.7563	6.6648	0.3996	0.0034	-0.0208	0.0124
Si	1.9281	10.0479	0.3597	-0.0079	-0.0232	0.0053
Si	5.8241	10.0951	0.4003	0.0111	-0.0152	0.0104
Si	9.6793	10.0383	0.3504	-0.0035	-0.0237	0.02
Si	11.539	-0.0472	2.6685	-0.0041	-0.0051	0.0114
Si	3.8471	-0.0636	2.8112	0.0355	-0.0108	-0.013
Si	7.6615	-0.0919	2.7425	-0.0253	-0.0055	-0.0088
Si	1.9309	3.2618	2.7043	0.031	0.0025	0.0092
Si	5.749	3.2674	2.7957	-0.0093	0.0086	-0.018
Si	9.5977	3.3037	2.7204	-0.0302	-0.0061	0.004
Si	11.571	6.6232	2.7577	-0.0135	0.0153	0.0067
Si	3.8704	6.6054	2.7255	0.007	-0.0048	0.0127
Si	7.7426	6.6258	2.7699	0.0053	0.0022	-0.0034
Si	1.9219	9.9981	2.7215	-0.0193	0.0064	0.0089
Si	5.827	10.044	2.7726	0.0079	-0.0026	0.0006
Si	9.6785	9.9728	2.7155	-0.0068	0.0058	-0.0035
Si	11.5508	2.1936	3.4065	-0.0056	-0.01	0.0051
Si	3.8121	2.13	3.6499	-0.0031	-0.0073	0.0239
Si	7.6816	2.1108	3.5386	0.0149	0.0044	0.0184
Si	1.9086	5.4858	3.4615	-0.0038	-0.0081	0.0106
Si	5.806	5.5165	3.5627	0.0016	-0.0152	0.0143
Si	9.6538	5.5045	3.6134	0.0019	-0.0144	0.0192
Si	11.6102	8.8633	3.5392	0.002	-0.0228	0.0213
Si	3.8925	8.8624	3.4073	-0.006	-0.0094	0.0011
Si	7.747	8.8694	3.5357	-0.0125	-0.0199	0.0131
Si	1.8517	12.2324	3.5113	-0.007	-0.0093	0.0179
Si	5.7586	12.2192	3.7423	0.0113	0.0015	0.0331
Si	9.618	12.196	3.4782	0.0207	-0.0049	0.0235
Si	11.4781	2.1527	5.7323	-0.0091	-0.0112	0.0379
Si	3.7294	2.0264	6.0743	-0.008	-0.0153	-0.0342
Si	7.6074	1.964	5.9123	0.0008	-0.0045	-0.0031
Si	1.8809	5.3968	5.7966	-0.0147	0.0004	0.0144
Si	5.8055	5.4586	5.9365	0.0251	0.0058	0
Si	9.625	5.4334	6.0158	0.0069	-0.0096	-0.0249
Si	11.6371	8.7881	5.9193	0.0179	-0.0134	-0.0242
Si	3.9142	8.7827	5.7302	0.0223	-0.0091	0.0375
Si	7.7771	8.8039	5.9134	0.0026	-0.0077	-0.0065
Si	1.776	12.1569	5.8907	-0.0551	-0.0151	0.0236
Si	5.7187	12.1149	6.2483	-0.0141	-0.0379	-0.0797
Si	9.5836	12.1051	5.8398	0.0271	0.0155	0.0225
Si	1.6301	0.9694	6.7183	-0.0974	0.0108	0.0448
Si	5.6711	0.9812	7.0122	0.0051	0.0525	0.0574
Si	9.6357	0.9313	6.5763	0.0584	0.0023	0.0542
Si	11.578	4.3049	6.7148	-0.0006	0.0109	0.0612
Si	3.8281	4.318	6.5645	-0.0046	-0.0012	0.0393
Si	7.6934	4.171	6.6275	-0.0098	-0.0197	0.0576
Si	2.0288	7.6204	6.5036	0.0245	0.0081	0.0608
Si	5.8306	7.7297	6.6937	-0.0187	0.0026	0.0376
Si	9.7191	7.6967	6.7307	0.0118	0.0316	0.0586
Si	11.4502	10.9871	6.7635	-0.0235	0.0252	0.0395
Si	3.6494	10.9332	6.6344	-0.054	0.0248	0.0461
Si	7.7596	10.9702	6.8536	0.0665	0.0086	0.0547
O	9.9021	7.8881	8.3961	-0.0315	-0.0236	-0.0002
O	9.9034	0.8226	8.2291	0.0277	-0.0002	-0.0304
O	1.0328	0.9164	8.3079	-0.0028	-0.0167	0.0116
O	3.0734	10.5674	8.1538	0.0398	-0.0265	0.0304
O	5.8171	7.8916	8.3633	0.0042	-0.0027	-0.0157
O	5.6137	1.1739	8.7026	0.0147	-0.0178	-0.0105
O	3.7766	4.3357	8.2145	0.0233	-0.0039	-0.0039
O	7.6426	3.7253	8.2551	-0.0057	0.0114	-0.014
O	0.0626	4.2644	8.3914	-0.0056	-0.0149	-0.0085
O	11.1537	10.9475	8.4199	0.0259	-0.0017	-0.0185
O	8.1261	10.7656	8.4951	-0.0284	-0.0133	-0.0114
O	2.3615	7.4794	8.1134	-0.0312	-0.0054	0.0049
O	11.4107	0.1963	21.23	-0.0001	0.0141	-0.0055
O	9.6499	3.5508	21.4002	0.0069	0.0072	-0.0101
O	4.147	7.5695	21.6077	0.0034	0.0094	0.0142
O	6.0981	4.0655	21.4258	-0.0024	-0.0061	0.0015
O	5.7461	9.7881	21.6662	0.0016	0.0052	-0.0041
O	2.1435	3.3993	21.2147	0.0079	0.0051	-0.0153
O	7.4125	13.5941	21.533	0.0421	0.0044	-0.0027
O	4.03	0.142	21.3553	-0.0108	0.0128	-0.0075
O	7.7267	6.959	21.5883	0.0009	0.0204	0.0086
O	2.1209	10.153	21.6102	-0.0007	0.0103	0.0154
O	11.5513	7.0252	21.424	0.0172	-0.0001	-0.0041
O	10.1657	9.707	21.6546	-0.0465	0.0276	-0.016
Si	11.5857	6.4447	11.3013	-0.004	0.0044	0.0035
Si	1.5648	10.3466	16.2693	0.0011	0.0001	0.0014
Si	0.2313	3.6827	9.907	-0.0016	-0.0046	0.0117
Si	8.0718	12.9154	20.2227	-0.0003	-0.0082	0.0011
Si	2.8396	10.46	9.7487	0.0123	-0.002	-0.0125
Si	2.5613	10.3924	20.0726	0.0013	0.0076	-0.0114
Si	10.3022	3.6903	19.9159	0.0031	-0.002	0.0046
Si	0.2574	12.7967	17.1054	0.0042	0.0017	0.0056
Si	10.817	0.7051	19.7874	0.0095	0.0083	-0.0025
Si	3.1749	7.7262	16.2658	0.0002	-0.0034	0.0051
Si	0.3135	6.4856	19.9384	0.0008	0.0001	0.003
Si	9.3854	2.515	14.3017	0.0017	-0.0002	-0.0018
Si	2.9133	2.5322	11.0375	0.0028	-0.0023	-0.0005
Si	5.1358	11.9758	15.3793	-0.0007	-0.001	0.0001
Si	4.9413	8.704	20.7307	0.0012	0.0017	0.0013
Si	3.6108	-0.4025	11.2927	0.0013	-0.0016	-0.0025
Si	5.5887	8.8799	14.8109	0.0001	-0.0027	0.0025
Si	-0.1662	11.313	9.9936	0.0009	0.0029	0.0187
Si	9.4367	10.0531	20.2439	-0.0014	-0.0028	0.0067
Si	3.4402	0.0493	19.8406	-0.0048	0.0039	-0.0011
Si	7.4701	4.6946	9.5439	-0.0015	0.0101	-0.0017
Si	2.3741	12.3414	14.1757	-0.0006	-0.0031	-0.0025
Si	6.1881	0.5832	10.1385	0.0005	-0.0045	0.0067
Si	2.8039	2.9013	19.7933	-0.0023	0.0015	0.005
Si	5.7174	4.4435	13.6559	0	-0.0003	0.0014
Si	7.4734	0.2062	15.6167	-0.0041	0.0027	0.0036
Si	9.6156	11.3404	15.2108	0.0024	0.0006	0.0007
Si	1.9939	6.5527	13.5634	-0.005	0.0026	0.0023
Si	2.8464	3.515	14.0113	-0.0012	-0.0024	0.0052
Si	11.6837	9.1675	18.4402	-0.0039	-0.0024	-0.0017
Si	11.2308	0.8711	9.1866	0.0097	-0.0023	0.0096
Si	9.1309	7.3145	9.7124	-0.0002	-0.0046	-0.0004
Si	8.6822	8.5514	14.5824	0.002	-0.0012	0.001
Si	4.7754	7.1624	12.357	0	0.0008	-0.0036
Si	2.9976	5.6173	18.8102	-0.0026	-0.0004	0.0042
Si	2.5379	7.3993	9.7084	-0.0008	0.0017	-0.0026
Si	6.2654	8.4188	9.8401	-0.0016	0.0059	0.0096
Si	4.334	4.7589	9.6605	0.0059	0.0014	0.0001
Si	9.3611	10.4902	12.2797	-0.0007	-0.002	0.0006
Si	5.9309	13.0409	17.9914	0.0004	0.0002	0.0051
Si	7.967	4.9457	18.3879	0.0013	-0.0021	-0.0002
Si	8.3058	5.4008	15.2174	0.0016	0.0017	0.0057
Si	7.3326	11.0659	9.9098	-0.0066	-0.0005	0.003
Si	5.4153	4.1709	19.9463	-0.001	-0.003	0.0041
Si	0.7868	1.4791	15.0411	0.0002	0.0004	0.0041
Si	7.5465	7.5468	20.0949	0.0031	0.0044	-0.0076
Si	7.6453	2.7819	11.8658	0.0025	0.0006	-0.0017
O	3.4562	6.0806	10.1018	-0.0006	0.0041	-0.0057
O	1.9464	2.6489	15.0731	-0.0153	-0.0096	-0.0136
O	-0.3608	12.9432	10.1622	-0.0005	-0.0166	-0.0262
O	8.3576	8.9221	19.8558	0.0103	-0.0039	0.0182
O	2.406	1.3182	19.541	0.0188	-0.009	0.0196
O	8.1313	5.2882	16.8135	0.0043	-0.0072	-0.0114
O	2.7131	11.9839	19.7175	0.0156	-0.0079	0.0123
O	7.1646	8.7603	15.1347	-0.015	-0.004	-0.0084
O	1.2889	0.1729	14.1782	0.0076	0.0075	0.0162
O	4.4118	3.8115	14.45	-0.0072	0.01	-0.031
O	4.2466	3.4087	10.6141	0.0068	0.0086	0.002
O	10.9537	2.0683	14.4888	-0.0031	-0.0023	0.0081
O	11.3905	4.8372	10.9861	0.0145	0.0144	-0.019
O	10.8486	12.0183	16.0483	0.0019	0.009	-0.0036
O	8.9397	6.9012	14.7812	-0.0155	-0.007	0.0034
O	1.7843	3.3478	10.22	-0.0198	-0.0083	0.0049
O	8.4734	5.9187	9.2217	-0.0031	0.012	0.0209
O	11.1319	2.3078	19.5601	-0.0234	-0.0014	0.0164
O	5.409	7.6106	10.9376	0.0065	0.0092	-0.0177
O	11.404	7.5864	18.8093	0.0189	0.0164	0.0176
O	7.8722	8.2488	10.1507	-0.0019	-0.0226	-0.0124
O	10.1406	7.149	10.9861	0.0051	-0.0131	-0.0231
O	9.2215	4.1044	14.7359	-0.0185	-0.0069	-0.0025
O	8.7853	11.4993	20.5448	-0.0076	0.0142	-0.0223
O	10.5806	10.5186	11.1645	0.0008	0.0191	0.0008
O	8.3636	12.2322	15.7664	-0.0025	0.0079	-0.0134
O	4.4475	2.8592	19.847	-0.0176	0.0291	-0.0012
O	4.6029	0.2266	18.7066	0.0005	-0.0239	0.0083
O	10.4625	10.1043	18.978	0.0135	-0.0137	0.0077
O	6.7967	0.6862	17.0429	-0.001	-0.0282	-0.0131
O	0.5195	6.7406	12.839	0.0168	-0.0043	-0.0192
O	1.0576	7.1378	10.3086	0.0046	-0.0096	0.0162
O	3.1413	7.1843	12.5692	-0.0016	-0.0193	0.0221
O	3.944	9.5712	19.7759	-0.01	0.0016	0.0313
O	6.7953	5.196	14.6155	0.0137	-0.0139	-0.0106
O	0.5851	0.9055	16.5512	-0.0026	-0.0102	-0.0289
O	1.5511	11.7722	17.1132	-0.0234	-0.0065	-0.0141
O	5.3903	8.2966	13.3218	-0.0096	-0.0056	0.0199
O	2.9837	12.3633	12.6597	-0.003	0.0123	0.0047
O	6.429	3.1936	12.8833	0.011	0.0174	-0.0088
O	2.7886	9.2966	16.5967	-0.005	0.0014	-0.0259
O	5.9933	7.9188	19.7628	0.0083	0.0102	0.0321
O	1.9338	6.3787	19.7787	-0.0086	-0.019	-0.0169
O	1.4376	9.6869	19.1542	-0.0142	-0.0016	0.0078
O	9.4883	9.7083	15.4718	0.001	0.022	-0.0173
O	3.1041	8.8872	10.1865	-0.016	-0.0017	-0.0186
O	8.9909	9.0333	13.0139	-0.0049	0.0234	0.0118
O	2.1708	7.2605	15.0318	0.023	-0.0046	-0.0035
O	9.1311	3.8926	18.8028	-0.003	0.015	0.0129
O	4.7428	7.8959	15.8145	-0.0013	0.0056	-0.0128
O	7.2476	1.586	10.8477	-0.0072	0.0039	0.0034
O	8.1073	6.396	19.1045	-0.0136	-0.0029	0.0103
O	5.9142	5.1602	9.6382	0.0041	-0.0211	0.0008
O	6.9352	-0.8739	19.139	-0.0015	0.0246	-0.0011
O	11.0591	2.2461	10.0814	0.0169	0	-0.0253
O	8.9727	2.383	12.7228	-0.0218	0.0121	0.0185
O	9.7085	11.5002	13.5523	-0.0104	-0.0268	0.0086
O	6.5526	4.2242	18.7737	0.0088	0.0124	0.0147
O	6.0468	10.0397	9.9557	0.0298	-0.0155	-0.0038
O	1.3525	10.8334	10.2773	-0.0048	0.0003	-0.0153
O	5.1672	10.4599	14.7722	0.0044	0	0.0118
O	1.6951	10.8925	14.6818	0.0179	0.0166	0.0159
O	11.3859	13.0878	18.6287	0.001	0.0013	0.0058
O	5.4588	11.8375	16.9796	0.0058	0.0288	-0.0204
O	8.0961	10.9719	11.3576	-0.0042	-0.0017	0.0011
O	11.2651	5.0045	19.7444	0.0018	0.004	0.0048
O	8.3677	1.4731	15.0902	0.0128	-0.0035	-0.0017
O	2.4548	4.0436	18.6239	0.0136	0.0166	0.0286
O	3.753	11.6827	10.3356	-0.0046	0.0092	0.0078
O	9.1892	0.5673	19.6691	0.0029	-0.0224	0.0181
O	2.7928	2.628	12.6511	0.0066	0.0208	-0.0049
O	3.649	12.6154	15.1617	0.0091	-0.0191	-0.0149
O	7.9986	4.0716	10.9407	-0.0201	-0.0144	-0.0029
O	5.1161	0.2428	11.3361	0.0102	-0.0095	-0.0114
O	4.4281	5.4641	19.6047	-0.0154	-0.0216	-0.0194
O	6.2027	13.0515	14.6983	-0.0157	-0.0103	0.0307
O	3.1065	6.5624	17.44	0	0.0034	-0.0062
O	2.782	0.9174	10.7208	-0.0067	0.0069	0.0136
O	0.2806	9.4436	16.8191	0.003	0.0106	0.0296
O	5.2235	5.6134	12.6268	-0.0046	-0.0011	0.0057
O	2.1382	4.9493	13.764	0.0153	-0.0003	0.0005
O	6.9025	12.6028	9.7156	-0.0055	0.0064	0.0201

Results
free energy: -165983.388 eV
free energy less fixed offsets of B -155.45, O -569.03, Si -635.61 eV per atom: 0.502 eV

The program warned: the cutoff lies below the one the program advises for these potential files; the forces do not sum to zero within the program's tolerance; the exchange-correlation potential is rough where the density is thin.
